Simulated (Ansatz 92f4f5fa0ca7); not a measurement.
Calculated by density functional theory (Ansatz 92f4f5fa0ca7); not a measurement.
Periodic cell of 256 atoms, Si134O86H32N4, with a vacuum gap, from a study of silicon, its oxide and their interface. The atomic structure is a simulated model.

Settings: functional r2SCAN; potential files Ansatz PAW; basis plane waves; wave-function cutoff 800 eV; density cutoff ratio 5; exchange-correlation grid ratio 1; k mesh 1 x 1 x 1, shifted by 0.5 0.5 0 of a step; self-consistency stop 1e-11 eV per atom in the density residual; occupations fixed; spin none; net charge 0; applied field sawtooth along c, amplitude -0.015 V/angstrom in the program's sign convention, ramp centred at 0.9887 of c and 0.0225 of c wide, no dipole correction.

Cell vectors (angstrom)
a  10.88  0  0
b  0  10.88  0
c  0  0  44.4184

Atoms and the computed forces on them: element, x, y, z (angstrom), force x, y, z (eV/angstrom)
Si  -0.3176  0.8567  30.6802  0.0066  0.0031  -0.0189
Si  3.0706  2.4184  30.844  -0.0057  0.0065  -0.0101
Si  -0.3215  5.8542  30.7527  0.0052  -0.0079  -0.0139
Si  2.4406  8.1035  30.5008  -0.0074  -0.0096  -0.0222
Si  5.3783  0.254  30.7303  0.0046  -0.0094  -0.0099
Si  8.2854  2.8734  31.1562  0.0086  -0.0051  -0.0226
Si  5.9098  4.804  30.7126  -0.0098  0.0062  -0.0206
Si  8.3936  7.979  30.6529  -0.0097  0.0011  -0.0131
Si  1.3535  1.5104  32.2025  0.0038  -0.0051  -0.0076
Si  4.1683  4.0475  32.095  0.0074  -0.0108  -0.0174
Si  1.3293  6.828  32.0746  -0.0049  0.0052  -0.0136
Si  3.9931  9.5022  31.797  0.0036  0.0028  -0.0079
Si  6.8622  1.344  32.2036  -0.0014  0.0103  -0.011
Si  9.5033  4.3897  32.3619  -0.0066  0.0015  -0.0225
Si  6.9143  6.6558  31.9685  0.0118  -0.0103  -0.0144
Si  9.4688  9.7802  31.8108  0.0064  0.0013  -0.021
Si  0.0566  2.9196  33.5335  -0.0079  0  0.0134
Si  2.6889  -0.0496  33.3573  -0.0109  0.0094  0.0072
Si  -0.0634  8.3162  33.2847  -0.0029  -0.0049  0.0004
Si  2.7455  5.4549  33.3764  -0.0006  -0.0084  0.0069
Si  5.4439  2.6885  33.5237  -0.0003  0.0159  0.0099
Si  8.1957  -0.021  33.4691  -0.0022  -0.0027  0.0111
Si  5.4203  8.1243  33.1789  0.0082  0.0062  0.004
Si  8.0433  5.5255  33.6714  0.0008  -0.0082  -0.0024
Si  1.426  4.1875  34.865  -0.0003  -0.0009  0.0139
Si  4.0353  1.306  34.7702  0.0089  0.0167  0.0125
Si  1.3233  9.5348  34.7474  -0.0002  0.0085  0.0133
Si  4.1038  6.8366  34.6884  -0.011  -0.0168  0.0351
Si  6.7446  4.0587  34.916  0.0188  0.0078  0.0089
Si  9.5405  1.4302  34.7645  -0.0019  0.0073  0.0182
Si  6.7514  9.4707  34.6867  0.0099  0.0139  0.0173
Si  9.4991  6.9557  34.7836  0.0032  -0.0234  0.012
Si  -0.0093  0.0479  36.1176  0.0344  -0.0485  0.1807
Si  2.7266  2.7211  36.1425  -0.0006  -0.0036  0.1785
Si  -0.0097  5.5425  36.1352  -0.0336  0.018  0.18
Si  2.7016  8.1598  36.0782  -0.0004  0.019  0.179
Si  5.4264  -0.0379  36.0989  -0.0084  0.0047  0.1823
Si  8.1692  2.7065  36.1855  -0.0495  0.0425  0.1729
Si  5.3808  5.4788  36.1537  0.0146  -0.0278  0.1793
Si  8.103  8.215  36.1485  0.0076  0  0.1809
Si  1.3355  1.3967  37.4893  0.0633  -0.0996  0.3668
Si  4.053  4.0922  37.4989  0.0291  0.0386  0.4412
Si  1.3511  6.8505  37.5071  -0.0567  -0.0132  0.2974
Si  4.0552  9.5036  37.4633  0.0346  0.0359  0.1818
Si  6.7829  1.3284  37.4902  0.0217  0.0133  0.2297
Si  9.5305  4.1138  37.4897  -0.0775  0.0675  0.2265
Si  6.7819  6.8052  37.4959  -0.0539  0.0739  0.3323
Si  9.4701  9.5858  37.4724  -0.0099  0.0216  0.2794
Si  -0.0079  2.7491  6.9632  -0.0347  -0.0885  -0.1448
Si  2.6895  0.0098  6.8878  -0.0954  0.0954  -0.3984
Si  -0.0664  8.2039  6.9059  -0.0476  -0.0272  -0.3366
Si  2.6828  5.436  6.9344  0.1414  -0.0019  -0.3593
Si  5.4434  2.7395  6.9064  -0.0745  -0.0059  -0.3764
Si  8.1225  -0.0044  6.9778  0.0132  -0.0532  -0.2274
Si  5.4078  8.1441  6.9313  0.0964  -0.0663  -0.3105
Si  8.1383  5.4311  6.9332  0.0632  -0.0105  -0.2991
Si  1.3375  4.1234  8.338  -0.0193  -0.0163  -0.1785
Si  4.0582  1.3827  8.2111  0.008  0.0097  -0.1941
Si  1.3007  9.553  8.2409  0.012  -0.0126  -0.1947
Si  4.0822  6.7465  8.2818  -0.008  -0.0041  -0.1682
Si  6.7951  4.0676  8.312  -0.0128  0.0299  -0.1998
Si  9.4912  1.3746  8.3039  0.0302  -0.0192  -0.1631
Si  6.7565  9.4787  8.3199  0.0212  0.0045  -0.167
Si  9.4726  6.8119  8.276  -0.0048  0  -0.1815
Si  -0.0399  0.0012  9.6585  -0.0188  -0.0115  -0.0149
Si  2.7643  2.7436  9.6114  0.0097  -0.0072  -0.019
Si  -0.0509  5.5027  9.677  0.0023  0.0131  -0.0267
Si  2.6532  8.123  9.5045  0.0154  0.0102  -0.0146
Si  5.3645  0.0148  9.5765  -0.0265  -0.015  -0.0181
Si  8.1435  2.7118  9.6839  -0.0043  -0.0171  -0.0178
Si  5.4503  5.4194  9.7073  -0.0111  0.0104  -0.0247
Si  8.0764  8.0635  9.6982  0.0052  0.0075  -0.0148
Si  1.3806  1.4167  10.9194  0.0082  -0.0116  -0.0149
Si  4.143  4.0199  11.0596  -0.0051  -0.0019  -0.0111
Si  1.3601  6.8771  10.9937  0.0009  0.0082  -0.0096
Si  3.9476  9.4979  10.8129  -0.0068  0.0039  -0.004
Si  6.7417  1.2962  10.9658  0.001  0.0043  -0.0095
Si  9.4726  4.1355  11.0294  0.0012  -0.0073  -0.0052
Si  6.7344  6.7322  11.2006  0.0043  0.005  -0.0063
Si  9.4806  9.4137  10.967  0.007  -0.0019  -0.0114
Si  0.0562  2.7927  12.2726  -0.0065  -0.0046  0.0128
Si  2.611  -0.0793  12.212  0.0073  0.0006  0.0154
Si  -0.0142  8.1895  12.432  -0.0029  -0.0049  0.0197
Si  2.6946  5.4081  12.2762  -0.0033  0.0042  0.0137
Si  5.5035  2.6354  12.4643  -0.0025  -0.0073  0.0163
Si  8.0629  -0.1598  12.2663  0.0003  0.002  0.014
Si  5.1973  8.2237  12.2907  -0.008  0.0019  0.0132
Si  8.1395  5.3157  12.6283  0.0014  0.0001  0.0202
Si  1.188  4.35  13.6878  -0.0074  0.0043  -0.0415
Si  4.2386  0.9574  13.4877  -0.0016  0.0036  -0.037
Si  0.8598  10.0393  13.6831  0.0026  -0.008  -0.0389
Si  3.7307  6.934  13.6724  0.0026  -0.0022  -0.047
Si  7.2785  3.4143  13.92  0.0104  -0.0022  -0.0664
Si  9.511  1.3061  13.3039  -0.0036  0.0021  -0.0183
Si  6.4579  9.6606  13.6874  0.0008  0.0086  -0.0371
Si  9.8172  6.5486  13.7624  0.0076  -0.0055  -0.0475
Si  1.4917  -1.6131  18.4632  0.0093  -0.0081  -0.0841
Si  2.1768  1.4853  18.2619  -0.0004  -0.0006  -0.0786
Si  -4.9791  5.4147  20.4489  0.0105  -0.0011  -0.063
Si  1.3359  9.8499  21.3458  0.005  0.0041  -0.0731
Si  9.3505  -2.0464  21.4622  0.0014  0.0004  -0.0706
Si  5.8274  3.4157  16.7404  -0.0077  0.0043  -0.0909
Si  5.2265  8.0991  15.6955  -0.0009  -0.0013  -0.07
Si  6.0581  6.2901  17.5508  -0.0065  0.0163  -0.1066
Si  8.0157  18.7303  15.9982  -0.0046  0.003  -0.0791
Si  7.9107  10.8063  22.8192  0.0123  -0.0043  -0.0671
Si  7.1368  3.1593  19.4271  -0.0164  0.0014  -0.0746
Si  -1.7678  -6.272  23.9832  0.0105  -0.0085  -0.07
Si  -6.6973  2.4589  20.2947  -0.0038  0.0127  -0.0601
Si  8.5481  -5.8081  26.9628  0.0015  0.0029  -0.0689
Si  12.2449  2.0395  20.9129  0.0093  0.0026  -0.061
Si  5.45  3.5107  25.285  0.0024  -0.0037  -0.0546
Si  12.497  0.0933  26.1258  0.0081  -0.0048  -0.0568
Si  13.8136  13.4866  15.654  0.0004  0.0016  -0.0756
Si  4.7555  -3.3114  22.1839  -0.0032  -0.0095  -0.065
Si  2.4684  -2.2353  15.7253  -0.0011  0.0022  -0.0789
Si  1.9579  7.5756  23.2366  0.0024  0.0076  -0.0723
Si  6.6124  6.2816  24.1631  0.0003  0.0024  -0.0642
Si  8.7261  5.5064  19.9413  -0.0154  0.0101  -0.0624
Si  10.6597  -4.861  22.0423  -0.014  0.0019  -0.0553
Si  9.2337  2.3858  21.793  0.006  0.0014  -0.0666
Si  12.3101  1.7399  28.5246  0.0046  -0.01  -0.0524
Si  4.2174  0.9142  24.6979  0.0069  -0.0087  -0.0606
Si  5.0933  10.6803  21.8749  -0.0049  0.0112  -0.0645
Si  -1.5883  -2.5635  18.6736  -0.0016  0.0075  -0.0853
Si  -0.6342  3.4756  29.0276  -0.0062  0.0085  -0.0486
Si  4.005  -3.4582  28.0782  0.0018  -0.0054  -0.0569
Si  6.9726  -9.9256  25.6705  -0.0054  -0.002  -0.0542
Si  7.9083  7.9721  26.3463  -0.0029  -0.0116  -0.0613
Si  1.6124  -3.0283  26.2935  0.0001  0.0017  -0.0732
Si  5.5055  4.9116  27.7014  0.007  -0.0091  -0.065
Si  10.7543  8.2589  28.709  -0.0007  0.0081  -0.064
Si  6.2565  9.2328  28.6496  0.0007  -0.0085  -0.07
Si  9.4901  -0.5878  26.6654  -0.0101  0.0101  -0.0529
O  5.2121  -4.3953  27.6053  -0.0037  0.007  0.0206
O  0.6808  0.5932  29.4011  -0.012  -0.008  0.0338
O  2.3887  2.7097  29.3862  0.0089  0.0036  0.031
O  -1.8447  -1.8758  25.7466  0.0032  0.0039  0.0234
O  3.297  7.0941  29.5083  -0.0129  0.0101  0.0407
O  -1.7122  4.3413  28.2341  0.0141  -0.0136  0.0364
O  4.2472  1.3707  30.3885  0.0071  0.0072  0.0035
O  7.0728  -1.8814  27.2874  -0.0158  0.0101  0.0389
O  7.1668  3.7977  30.3876  -0.0006  0.0101  0.0256
N  9.5642  2.2479  30.1089  -0.0079  -0.0167  0.0242
O  9.1555  4.4155  25.5974  -0.0068  0.0066  0.0576
O  5.377  11.356  25.8211  0.0057  -0.0028  0.0288
O  11.1641  2.7195  27.9395  -0.0032  0.0017  0.0163
N  9.8015  7.2395  29.8316  -0.0117  -0.0162  0.0321
O  7.4588  5.5557  21.0208  0.002  0.0027  0.0356
O  0.0566  5.4226  14.2486  0.0021  -0.0027  0.0175
O  5.4686  0.0421  14.0983  -0.0021  -0.0066  0.0103
O  3.1428  1.389  14.6252  -0.0091  0.0155  0.0424
O  -0.2996  11.1597  14.0491  0.0006  -0.0025  0.0061
O  1.4016  9.7183  15.1956  0.0107  -0.0096  0.0375
O  4.8802  6.7226  14.8422  0.0084  0.0012  0.0366
N  5.576  14.5458  20.2231  -0.0057  0.0004  0.0299
O  6.7941  3.6076  15.4618  -0.0133  0.0031  0.0502
O  9.0957  -9.9915  22.3443  -0.0091  -0.0106  0.0253
O  8.4905  2.3092  14.1365  -0.0089  0.0027  0.0167
O  7.3769  6.4763  16.6178  -0.0075  -0.0122  0.034
N  6.754  8.7253  15.1712  0.0061  -0.0144  0.0435
O  12.8568  9.112  20.0242  -0.0033  0.0045  0.0555
O  -5.4959  4.8776  17.2412  0.001  0.0037  0.0218
O  9.2497  7.4095  15.0515  -0.0182  0.0107  0.0396
O  -6.2608  1.0013  20.8921  0.009  -0.0267  0.0356
O  2.7828  -7.9829  21.0945  -0.0057  0.0012  0.0237
O  -7.336  -3.5301  23.2265  -0.0075  -0.001  0.0315
O  2.1671  3.8286  14.9072  0.0121  -0.014  0.0349
O  1.0634  1.9897  19.3197  -0.0094  0.005  0.0466
O  1.941  13.0568  16.838  -0.0076  -0.0124  0.0537
O  5.1942  -3.2626  17.2307  0.0041  -0.0114  0.04
O  2.4337  7.4359  14.6106  -0.0026  0.0157  0.0302
O  -2.7253  2.4484  20.5262  0.0233  -0.0094  0.0408
O  6.178  6.3208  19.1301  0.0006  -0.0128  0.0503
O  12.6113  11.416  21.4388  0.0004  -0.006  0.024
O  8.7727  3.3283  23.0447  -0.005  0.0161  0.0405
O  1.7451  -1.7832  22.7135  0.0042  -0.0163  0.037
O  15.3095  13.6969  16.2192  0.0123  0.0036  0.0302
O  14.5123  12.8839  18.8123  0.0128  0.0061  0.0376
O  9.7663  7.3458  21.8746  0.0054  -0.006  0.0197
O  4.7356  17.1528  21.1781  -0.0114  0.0221  0.04
O  12.1914  6.5406  22.1485  0.0084  0.0056  0.0305
O  8.5271  8.6858  17.2968  0.017  0.004  0.0563
O  -3.4338  0.2973  24.2885  -0.0092  0.0112  0.0521
O  -2.734  -6.5195  18.9313  0.0063  0.0019  0.0311
O  -2.8272  5.7737  23.7092  -0.0102  0.0023  0.0219
O  4.0103  9.1694  15.5865  -0.0015  0.0024  0.0254
O  10.6251  -1.101  21.2396  -0.002  -0.0007  0.0227
O  13.0612  0.9665  27.3592  -0.0033  0.0153  0.0424
O  2.1432  -2.5569  17.2917  -0.0132  0.005  0.0569
O  4.7458  -1.7902  21.5524  0.0004  -0.0049  0.0116
O  10.0759  -5.7665  20.8032  0.0166  0.0011  0.0355
O  6.5833  2.5869  17.9714  0.0164  -0.0067  0.0578
O  12.8283  -0.1066  18.0664  -0.0026  0.0009  0.0263
O  11.3009  -3.3756  27.3506  -0.0131  0.0014  0.0447
O  8.4759  -1.5722  22.7182  -0.0101  0.0086  0.0281
O  10.838  0.1605  26.0583  -0.0042  -0.0022  0.0207
O  -0.0304  -8.3004  21.5476  -0.0161  0.0033  0.0175
O  6.6817  -0.0042  21.801  0.0082  -0.0001  0.022
O  12.2511  -3.4894  24.75  -0.0042  0.004  0.0602
O  -1.6755  6.7181  18.9739  -0.0014  -0.0172  0.0307
O  8.5972  -1.9508  20.0176  -0.0005  0.0069  0.0485
O  2.6316  0.6162  24.964  -0.0156  -0.0045  0.0319
O  2.9652  -3.6671  26.873  0.0154  0.0004  0.0346
O  -5.1301  -5.9651  24.4817  -0.0044  -0.0126  0.0326
O  4.7051  3.9304  26.6864  -0.0014  0.0126  0.0405
O  4.5275  0.0849  23.3529  -0.0084  0.0113  0.0507
O  1.2204  8.7248  29.5479  0.0201  -0.0004  0.0291
O  10.5047  5.2037  23.4276  -0.0061  -0.0079  0.0369
O  17.6789  2.5817  25.5478  0.0035  0.0016  0.0202
O  4.705  -2.0191  28.3393  0.0011  0.0055  0.0201
O  6.0837  7.2872  23.0315  0.0143  -0.0067  0.0376
O  17.8743  4.743  27.1442  -0.0072  0.0007  0.0254
O  11.1159  4.6458  29.7786  0.0022  0.0121  0.0236
O  10.7936  8.8915  18.4776  -0.0055  -0.0003  0.0276
O  4.4324  -8.3534  24.475  0.0039  0.005  0.0282
O  1.9197  -1.4567  26.3249  -0.0039  -0.0034  0.0235
O  5.1774  -6.2396  29.251  0.0015  -0.0018  0.0462
O  8.6857  -4.1806  27.0127  0.006  -0.0001  0.0264
O  -2.6637  0.4999  26.6858  0.0144  -0.0069  0.0262
O  6.158  -0.1738  29.3299  -0.0068  0.0147  0.0382
O  9.8817  -1.3173  28.133  0.0092  -0.0166  0.0434
O  7.0978  -2.5651  29.6875  0.0188  -0.0067  0.0356
O  6.8063  7.3041  25.3941  0.0101  0.0144  0.0366
H  2.1474  0.5651  38.4217  -0.244  0.2765  -0.2448
H  0.5164  2.2212  38.4217  0.3237  -0.3484  -0.2666
H  4.886  3.2818  38.4314  -0.1881  0.3395  -0.2483
H  3.2232  4.906  38.4314  0.2028  -0.3803  -0.2449
H  0.5105  7.6531  38.4395  0.3864  -0.1263  -0.2549
H  2.1477  6.0043  38.4395  -0.2488  0.3135  -0.2741
H  3.2395  10.3315  38.3958  0.2495  -0.2533  -0.2917
H  4.8749  8.6797  38.3958  -0.3599  0.2582  -0.267
H  7.6068  0.5087  38.4227  -0.4796  0.3525  -0.2209
H  5.9827  2.1713  38.4227  0.1563  -0.3057  -0.3087
H  8.6863  4.9125  38.4222  0.3248  -0.2742  -0.2609
H  10.3453  3.285  38.4222  -0.224  0.43  -0.2746
H  5.9495  7.6163  38.4284  0.3528  -0.2756  -0.2151
H  7.5983  5.9781  38.4284  -0.3031  0.2822  -0.2871
H  8.6305  10.3894  38.4048  0.5294  -0.3088  -0.2199
H  10.2803  8.7525  38.4048  -0.2473  0.2196  -0.3048
H  0.8112  1.9245  6.0308  -0.2596  0.3187  0.3107
H  -0.8226  3.5778  6.0308  0.318  -0.3007  0.291
H  1.8776  0.8414  5.9553  0.2933  -0.3304  0.2066
H  3.5051  -0.8181  5.9553  -0.291  0.2691  0.277
H  0.7742  7.4014  5.9734  -0.2763  0.1823  0.2815
H  -0.8766  9.0372  5.9734  0.3129  -0.4348  0.2127
H  1.8862  6.2822  6.002  0.2602  -0.2112  0.3045
H  3.5126  4.6222  6.002  -0.4083  0.1807  0.2461
H  6.2435  1.8966  5.974  -0.2366  0.386  0.235
H  4.6104  3.5499  5.974  0.3579  -0.2012  0.2563
H  7.2985  0.8153  6.0454  0.2285  -0.3592  0.3082
H  8.9621  -0.8079  6.0454  -0.3607  0.3608  0.2762
H  6.2402  7.333  5.9989  -0.3001  0.3127  0.2432
H  4.5881  8.968  5.9989  0.2448  -0.3056  0.3127
H  8.9824  4.6324  6.0007  -0.3742  0.267  0.2415
H  7.3218  6.2582  6.0007  0.2496  -0.3287  0.2794

Results
free energy: -136801.188 eV
free energy less fixed offsets of H -15.71, N -386.36, O -570.45, Si -639.56 eV per atom: 6.712 eV

The program warned: the cutoff lies below the one the program advises for these potential files; the forces do not sum to zero within the program's tolerance; empty levels may hold ghost states of the PAW files; the exchange-correlation potential is rough where the density is thin.
